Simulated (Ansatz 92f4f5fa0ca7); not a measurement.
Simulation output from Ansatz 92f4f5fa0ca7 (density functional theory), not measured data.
Periodic cell of 140 atoms, Si84O56, from a study of silicon, its oxide and their interface. The atomic structure is a simulated model.

Settings
functional: r2SCAN
potential files: Ansatz norm-conserving
basis: plane waves
wave-function cutoff: 1300 eV
density cutoff ratio: 4
exchange-correlation grid ratio: 1
k mesh: 2 x 2 x 1, shifted by 0.5 0.5 0.5 of a step
self-consistency stop: 5e-08 eV per atom in the density residual
occupations: Fermi-Dirac, 0.05 eV
spin: none
net charge: 0

Cell vectors (angstrom)
a, 10.88, 0, 0
b, 0, 10.88, 0
c, 0, 0, 20.7435

Atoms and the computed forces on them: element, x, y, z (angstrom), force x, y, z (eV/angstrom)
Si, -0.5601, 0.666, 0.1338, -0.1177, 0.0558, -0.7375
Si, 2.4995, 2.9113, 0.09, -0.0319, -0.0769, -0.5467
Si, 0.2223, 5.051, -0.1021, 0.045, -0.2041, -0.9015
Si, 3.0069, 8.1485, -0.0674, -0.0126, 0.0292, -0.1667
Si, 5.6506, -0.3697, 0.2321, 0.055, 0.0743, -0.5766
Si, 8.0463, 2.7512, 0.2935, -0.0146, -0.117, -0.761
Si, 5.742, 4.8602, -0.2296, 0.3088, -0.3176, -0.1573
Si, 8.041, 8.5586, -0.1098, -0.0442, 0.3398, -0.5482
Si, 1.2453, 1.459, 1.4502, 0.0177, 0.0557, -0.1823
Si, 4.1566, 4.0299, 1.3274, -0.169, -0.0766, -0.2052
Si, 1.4296, 6.7496, 1.1429, 0.106, 0.037, -0.1833
Si, 4.1021, 9.406, 1.5657, 0.0872, 0.0924, -0.1
Si, 6.7437, 1.3039, 1.5361, -0.1673, -0.1813, -0.324
Si, 9.5406, 4.1192, 1.4411, 0.0579, 0.0282, -0.1193
Si, 6.8502, 6.7242, 1.0418, -0.0284, 0.0645, -0.2984
Si, 9.4472, 9.6832, 1.3716, 0.1364, 0.0818, -0.3107
Si, -0.0247, 2.7796, 2.8613, 0.1712, 0.0447, 0.2753
Si, 2.6551, 0.0069, 2.7181, -0.0778, 0.1163, -0.1218
Si, 0.0264, 8.1995, 2.5406, -0.0014, 0.078, -0.2145
Si, 2.7636, 5.4419, 2.6406, 0.0022, -0.1563, -0.0253
Si, 5.3825, 2.6997, 2.7867, -0.037, -0.0008, 0.152
Si, 8.1502, 0.0016, 2.8604, -0.044, -0.0825, 0.3076
Si, 5.5112, 7.9793, 2.7006, 0.1147, -0.1813, 0.1005
Si, 8.1684, 5.5478, 2.6492, -0.1201, 0.071, 0.0147
Si, 1.425, 4.1331, 4.1117, -0.0866, 0.0295, -0.0227
Si, 3.9877, 1.3685, 4.104, 0.0131, 0.0752, 0.0365
Si, 1.2893, 9.5206, 4.024, 0.0803, -0.0389, 0.1379
Si, 4.0911, 6.7238, 4.0957, 0.0484, 0.0246, 0.0485
Si, 6.8008, 4.1367, 4.0331, -0.0177, 0.0139, -0.0255
Si, 9.5188, 1.3734, 4.2019, 0.0663, -0.1231, -0.0967
Si, 6.8098, 9.414, 4.106, 0.0729, 0.1177, -0.1263
Si, 9.5469, 6.8935, 4.0036, -0.0675, -0.0892, 0.1063
Si, 0.0155, -0.0183, 5.5348, -0.0544, 0.0313, -0.0776
Si, 2.7125, 2.7476, 5.539, -0.0021, -0.0755, -0.0617
Si, 0.0333, 5.5246, 5.3874, 0.1091, -0.0744, 0.0109
Si, 2.6457, 8.1375, 5.3416, -0.008, 0.1704, -0.0362
Si, 5.394, -0.0427, 5.3275, 0.0336, -0.0901, 0.1044
Si, 8.1479, 2.7991, 5.4184, -0.0725, 0.0584, 0.126
Si, 5.4483, 5.4022, 5.51, -0.0613, 0.0236, -0.0753
Si, 8.2029, 8.1424, 5.5142, 0.0435, -0.0066, -0.0778
Si, 1.3829, 1.3591, 6.911, -0.0256, -0.0179, 0.0323
Si, 4.0694, 4.0967, 6.9226, -0.0093, -0.0022, 0.1375
Si, 1.324, 6.8722, 6.8337, -0.0586, 0.048, 0.1287
Si, 4.019, 9.4794, 6.6458, -0.0354, -0.0559, -0.2582
Si, 6.7223, 1.3879, 6.6512, -0.0311, 0.0544, -0.2417
Si, 9.5979, 4.1274, 6.7428, 0.0727, -0.0065, -0.1724
Si, 6.8196, 6.7701, 6.8649, 0.0714, -0.0194, 0.0214
Si, 9.5452, 9.4965, 6.9159, 0.0086, -0.0313, 0.0963
Si, 0.0077, 2.7872, 8.2192, 0.0252, 0.1448, 0.1955
Si, 2.8194, -0.0826, 8.1259, -0.0428, 0.0005, 0.1082
Si, -0.0001, 8.1493, 8.4032, 0.0481, 0.0754, 0.2338
Si, 2.6857, 5.5501, 8.239, 0.0136, -0.0714, 0.2518
Si, 5.4638, 2.6609, 8.1739, -0.0442, 0.0347, 0.3375
Si, 8.0579, 0.0704, 7.9996, 0.0139, -0.0669, 0.2547
Si, 5.2866, 8.1355, 8.0442, -0.0166, 0.0543, 0.173
Si, 8.2974, 5.4293, 8.1621, -0.1536, 0.0806, 0.1138
Si, 1.0685, 4.4741, 9.5929, -0.0272, -0.0204, 0.4795
Si, 4.3085, 1.0862, 9.5243, 0.1256, -0.0905, 0.8439
Si, 1.8075, 9.2436, 9.5662, 0.0529, -0.0151, 0.5564
Si, 3.9551, 6.9903, 9.7002, 0.1091, 0.1113, 0.4841
Si, 7.2142, 3.743, 9.3452, 0.1704, -0.0894, 0.8918
Si, 9.2582, 1.5337, 9.3588, -0.3156, -0.0171, 0.7921
Si, 6.3873, 9.8152, 9.2023, -0.0242, 0.0041, 0.63
Si, 9.6192, 6.5797, 9.7962, 0.0876, -0.2301, 0.3936
Si, -7.4563, -0.3775, 14.4661, -0.0014, 0.1621, -0.0953
Si, 5.3479, 0.3401, 16.4655, 0.3304, 0.1725, -0.2239
Si, -1.669, 10.009, 13.4536, -0.0062, 0.089, 0.4441
Si, 7.1467, 5.9206, 16.6616, 0.0999, -0.2133, -0.4513
Si, 5.6431, 8.614, 13.8494, -0.1502, 0.2275, 0.108
Si, 7.8487, 1.4995, 15.1274, -0.1226, -0.0314, 0.2023
Si, 9.9592, 3.4723, 15.3036, -0.1148, -0.1671, 0.0322
Si, 9.7541, 8.4323, 17.8689, -0.3311, 0.1308, -0.6103
Si, 7.6509, 19.1152, 11.5821, -0.084, 0.145, 0.2147
Si, 4.1389, -2.4377, 16.1901, -0.0404, 0.0252, -0.1263
Si, 3.6898, 11.7994, 18.7734, 0.4239, 0.0853, -0.245
Si, 5.6001, 5.0401, 11.6702, 0.1425, 0.0317, 0.3081
Si, 7.2128, 4.2051, 14.2964, 0.0422, -0.2763, 0.1879
Si, 4.7354, 6.7166, 18.4556, -0.0314, 0.2244, -0.6129
Si, 9.8991, 5.4458, 17.6336, -0.0915, -0.104, -0.5686
Si, 0.2075, 0.2125, 11.5382, 0.1183, 0.0602, 0.3664
Si, -7.7466, 3.0854, 11.6333, -0.0622, -0.1234, 0.2738
Si, 1.2379, 10.0693, 18.782, -0.0964, 0.0679, -0.2094
Si, 8.1156, -2.3512, 15.4883, 0.203, -0.0792, 0.0828
Si, 1.4209, 1.9341, 13.5845, -0.1221, -0.0552, 0.4692
O, 0.2667, 0.2243, -1.2, 0.0661, -0.1626, -0.0051
O, 7.8073, 6.9508, -5.1533, -0.104, 0.1499, 0.2201
O, 1.4282, 4.0053, -0.501, -0.0532, 0.1129, 0.5817
O, 3.1038, 2.2539, -1.2935, -0.0812, -0.0731, 0.3622
O, -0.4592, 5.2343, -1.6046, 0.2052, 0.0301, 0.7617
O, 2.6487, 2.9045, -7.5564, 0.0639, -0.0622, -0.6441
O, -1.8582, 13.1697, -4.7948, 0.0213, 0.2023, -0.3393
O, 4.3191, 7.6212, -0.9878, -0.6191, 0.1793, 0.2101
O, 11.2381, 2.7322, -6.184, 0.0862, -0.1292, -0.1554
O, 0.2391, -1.5712, -2.9934, 0.108, 0.1067, 0.4878
O, 6.9185, 3.6887, -0.5897, 0.0403, 0.2528, 0.6352
O, 9.1416, 1.7184, -0.4984, 0.1863, -0.1348, 0.8698
O, 4.8468, 5.222, -1.6209, 0.3917, -0.0169, 0.4544
O, 3.7015, 7.3163, -3.4524, 0.3478, -0.104, 0.326
O, 6.8347, 9.6383, -0.5725, 0.0054, -0.3454, 0.6519
O, 6.154, 6.7822, -3.1223, -0.2915, 0.0349, 0.3907
O, -2.1101, 7.0918, 11.1771, 0.1692, 0.0103, -0.5115
O, -0.0828, 5.4914, 10.2842, 0.1285, -0.1388, -0.6199
O, 3.5018, 1.699, 10.8428, 0.1633, 0.0462, -0.3898
O, 5.4464, -0.0034, 10.1051, -0.0524, -0.1187, -0.9869
O, 1.3487, 10.2315, 10.8002, -0.0946, -0.1663, -0.1781
O, 2.8626, 8.1285, 10.2616, -0.1306, 0.1159, -0.7305
O, 4.7644, 6.3313, 11.0279, -0.1711, 0.1087, -0.4561
O, 6.7259, 4.6724, 10.5924, -0.1553, -0.082, -0.1758
O, 8.2121, 2.6111, 10.0879, -0.0567, 0.1496, -1.1073
O, 9.8679, 0.5642, 10.5424, 0.1243, 0.0881, -0.2331
O, 6.543, 4.749, 15.7048, 0.2855, 0.2052, 0.0322
O, 7.0544, 8.6847, 10.1735, -0.0409, 0.1407, 0.1247
O, 4.4469, 11.5618, 15.1589, -0.0879, -0.4252, 0.1906
O, 6.4101, 7.8557, 12.6255, 0.3023, 0.0188, -0.3496
O, 1.9873, 3.8914, 10.8212, -0.1162, 0.0468, -0.1327
O, -2.265, 0.4743, 14.1373, 0.1032, -0.2607, -0.1806
O, -1.4977, -2.1002, 14.5031, -0.443, 0.2771, -0.1107
O, 8.8892, 4.3306, 14.3452, -0.1435, -0.1723, 0.2235
O, -10.1862, 1.6243, 12.1672, 0.0419, -0.1758, -0.2273
O, -4.4364, 5.0108, 13.1035, -0.2325, 0.0525, -0.5157
O, 10.6692, -0.6471, 12.8437, -0.0588, 0.2101, -0.4663
O, 4.4685, -1.1741, 13.4072, 0.0342, -0.123, 0.2575
O, 4.89, 7.6483, 14.9476, 0.0447, 0.3619, 0.0497
O, 2.9228, -1.5655, 15.5005, 0.4815, -0.0339, 0.0086
O, 8.5587, 9.0945, 16.9436, 0.2915, -0.3329, 0.1654
O, 8.2775, 9.5712, 12.2212, -0.0012, -0.224, -0.0835
O, 10.1977, 6.9951, 17.2423, -0.0833, -0.0091, 0.3674
O, 4.5063, 3.8852, 11.7745, -0.0007, 0.0589, -0.128
O, -3.9823, 11.6282, 16.2065, -0.2379, -0.0006, -0.1762
O, 12.9907, 11.3852, 14.0731, 0.0234, 0.1666, -0.1683
O, 8.2822, -5.6318, 17.6017, 0.0678, 0.1571, 0.0851
O, 2.4765, 10.9069, 18.1236, -0.0893, -0.0626, 0.3275
O, 6.9721, 2.5764, 14.2482, 0.27, 0.2801, 0.1702
O, 10.5373, 4.4375, 16.4945, -0.3159, 0.1796, 0.2589
O, -4.0228, -1.6013, 14.7516, -0.0909, -0.2191, -0.0707
O, 1.9096, 8.9771, 19.779, 0.1794, 0.005, -0.0048
O, 4.7763, 1.2997, 17.6335, -0.3592, -0.2657, 0.2938
O, 9.0858, 8.2629, 19.3499, -0.4121, 0.0402, 0.4251
O, 5.1194, -1.2584, 16.8431, -0.2345, -0.1259, -0.0851
O, 4.5268, 0.0888, 19.8781, 0.0615, 0.1031, -0.0666

Results
free energy: -35885.908 eV
free energy less fixed offsets of O -463.61, Si -117.95 eV per atom: -15.948 eV
pressure: -2.32 GPa
stress xx, yy, zz, yz, xz, xy (GPa, positive in tension): 3.11, 1.71, 2.13, 0.21, -0.12, -2.56
